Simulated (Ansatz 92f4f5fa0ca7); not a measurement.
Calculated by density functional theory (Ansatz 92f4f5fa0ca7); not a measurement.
Periodic cell of 226 atoms, Si134O92, from a study of silicon, its oxide and their interface. The atomic structure is a simulated model.
Doubt: the cutoff is far below the 930 eV that the study's wrapper takes by default for these files, so forces and energies are approximate.
This geometry differs little from another in the collection (a relaxation step or a small displacement).

Settings: functional PBE; potential files Ansatz PAW; basis plane waves; wave-function cutoff 580 eV; density cutoff ratio 5; exchange-correlation grid ratio 1; k mesh 1 x 1 x 1, Gamma-centred; self-consistency stop 5e-08 eV per atom in the density residual; occupations fixed; spin none; net charge 0.

Cell vectors (angstrom)
a 10.938 0 0
b 0 10.938 0
c 0 0 32.5184

Atoms: element, x, y, z (angstrom)
Si -0.3021 0.3075 25.085
Si 5.7431 -0.2024 24.9988
Si 2.5959 3.0691 25.0784
Si 8.4142 2.5569 25.111
Si 0.3448 5.2853 25.0224
Si 5.262 5.6933 25.1426
Si 2.9989 7.9183 24.8692
Si 8.0375 8.5857 25.1474
Si 1.3852 1.4261 26.313
Si 6.8188 1.3919 26.3794
Si 4.0892 4.1799 26.4875
Si 9.6289 4.1551 26.3296
Si 1.4215 6.8869 26.3361
Si 6.8776 6.8973 26.3536
Si 4.0914 9.5709 26.2319
Si 9.5734 9.6842 26.4872
Si 2.7352 0 27.6647
Si 8.1632 0.0597 27.8017
Si 0.0046 2.75 27.7298
Si 5.4547 2.744 27.7488
Si 2.7017 5.5247 27.7916
Si 8.217 5.4847 27.7066
Si 0.0072 8.2141 27.7207
Si 5.4434 8.2251 27.7074
Si 4.1018 1.3673 29.1001
Si 9.5708 1.3673 29.1001
Si 1.3673 4.1018 29.1001
Si 6.8362 4.1018 29.1001
Si 4.1018 6.8362 29.1001
Si 9.5708 6.8362 29.1001
Si 1.3673 9.5708 29.1001
Si 6.8362 9.5708 29.1001
Si 0 0 30.4674
Si 5.469 0 30.4674
Si 2.7345 2.7345 30.4674
Si 8.2035 2.7345 30.4674
Si 0 5.469 30.4674
Si 5.469 5.469 30.4674
Si 2.7345 8.2035 30.4674
Si 8.2035 8.2035 30.4674
Si 1.3673 1.3673 31.8346
Si 6.8362 1.3673 31.8346
Si 4.1018 4.1018 31.8346
Si 9.5708 4.1018 31.8346
Si 1.3673 6.8362 31.8346
Si 6.8362 6.8362 31.8346
Si 4.1018 9.5708 31.8346
Si 9.5708 9.5708 31.8346
Si 2.7345 0 0.6835
Si 8.2035 0 0.6835
Si 0 2.7345 0.6835
Si 5.469 2.7345 0.6835
Si 2.7345 5.469 0.6835
Si 8.2035 5.469 0.6835
Si 0 8.2035 0.6835
Si 5.469 8.2035 0.6835
Si 4.1018 1.3673 2.0507
Si 9.5708 1.3673 2.0507
Si 1.3673 4.1018 2.0507
Si 6.8362 4.1018 2.0507
Si 4.1018 6.8362 2.0507
Si 9.5708 6.8362 2.0507
Si 1.3673 9.5708 2.0507
Si 6.8362 9.5708 2.0507
Si 0 0 3.418
Si 5.469 0 3.418
Si 2.7345 2.7345 3.418
Si 8.2035 2.7345 3.418
Si 0 5.469 3.418
Si 5.469 5.469 3.418
Si 2.7345 8.2035 3.418
Si 8.2035 8.2035 3.418
Si 1.3823 1.3763 4.7681
Si 6.8965 1.2694 4.7821
Si 4.1263 4.0398 4.8098
Si 9.5132 4.1628 4.7539
Si 1.3968 6.8286 4.8366
Si 6.8769 6.8428 4.7758
Si 4.0156 9.6088 4.756
Si 9.6053 9.4441 4.7907
Si 2.6919 0.0174 6.2268
Si 8.0594 -0.348 6.1149
Si -0.1207 2.6954 5.9988
Si 5.5603 2.6473 6.1473
Si 2.6695 5.342 6.1888
Si 8.2691 5.5608 6.2408
Si 0.0569 8.1889 6.2973
Si 5.3297 8.1249 5.9794
Si 4.3973 1.0676 7.4744
Si 9.5868 1.0361 7.1088
Si 1.0324 4.154 7.4173
Si 6.6756 4.3164 7.4124
Si 4.314 6.5439 7.3751
Si 9.9166 6.5989 7.7097
Si 1.0102 9.9544 7.6162
Si 6.3557 9.4755 7.5759
O 5.5066 5.4405 7.6914
O -0.1658 0.1514 7.8369
O 3.8147 1.7863 8.8369
O 9.573 7.2059 9.2341
O -0.9437 8.8568 19.4134
O 7.7797 3.1409 23.7058
O 6.8902 9.6239 24.5483
O 1.4648 4.1603 24.536
O 11.5911 7.8682 10.9257
O 1.5809 3.2859 8.7069
O 1.4183 9.6395 9.174
O 7.2478 3.8333 8.9017
O 10.9755 5.3519 7.9776
O 5.4 -0.1613 7.9873
O 4.0473 7.3576 8.8122
O 8.5339 1.6687 8.177
O 5.1783 0.4474 23.5828
O 9.4884 1.4044 24.6481
O 10.7949 6.0747 23.6424
O 5.7976 4.8997 23.8034
O 9.0108 8.1281 23.9046
O 3.5229 2.5227 23.8265
O 2.4348 8.2447 23.3402
O 11.1281 -0.3002 23.623
Si 1.1738 9.4308 10.7777
Si -6.0681 4.75 10.8184
Si 3.2066 5.0256 20.6779
Si 8.297 2.423 13.2324
Si 1.3682 -3.9552 14.612
Si 3.7556 5.7001 13.6058
Si 7.2139 4.5366 23.0958
Si 3.9296 1.2412 22.9005
Si 2.9113 2.9259 9.5695
Si 5.0429 1.4625 19.9294
Si 4.044 -1.3157 19.6444
Si 8.1563 2.5724 9.4429
Si 5.3324 -3.282 9.8227
Si 10.666 0.2224 12.9109
Si 0.7443 4.6741 16.2681
Si 9.9041 -0.9898 18.1945
Si 11.9865 0.4136 22.4471
Si 4.2288 -0.9881 11.8176
Si 1.2208 2.893 20.9897
Si 10.0558 3.9081 11.3614
Si 9.301 -1.2694 15.2484
Si 14.8587 -2.4468 14.4847
Si 3.2612 -7.6534 15.0238
Si 6.2582 4.1016 20.1515
Si -2.1792 4.621 15.1574
Si 1.3459 0.2517 19.5539
Si 12.6498 2.4059 12.4259
Si -4.3334 5.1469 17.4072
Si 10.633 7.6621 20.3295
Si 5.1525 -8.6771 17.1247
Si -1.4987 6.8 23.078
Si -1.6656 -3.715 13.5992
Si 7.3457 -0.1769 17.0484
Si 6.0548 1.7544 11.4993
Si 11.5632 5.0212 19.233
Si 2.6169 7.8536 21.7526
Si 10.1775 -3.9084 10.77
Si 5.4406 -2.7179 17.2462
O 11.7233 -0.3016 21.0046
O -2.3602 5.8145 14.0419
O 11.1639 0.0325 18.3986
O 13.1815 5.3102 19.375
O 8.7156 3.6997 12.2794
O 4.9834 0.4768 11.5064
O 6.4981 -2.4782 8.9225
O -3.9265 4.9572 18.9821
O 4.3082 -1.2414 13.4458
O 8.5107 -0.1069 18.2197
O 5.2308 -0.1733 19.8222
O -0.5187 5.4424 11.0158
O -0.0336 -0.6259 11.5095
O -2.7097 3.1301 14.7077
O 4.9518 -2.2358 11.023
O 4.1807 6.8032 24.5966
O 7.2595 1.58 10.3906
O 4.3029 1.6939 21.3747
O 4.1346 2.1656 15.8377
O 2.6946 -0.5503 19.1081
O 2.8309 2.8314 13.5197
O 4.563 -2.2515 15.9553
O 2.2865 8.3386 14.6829
O 2.6281 0.2605 22.8422
O 1.2253 -4.6981 16.0735
O 8.5782 -2.5244 14.4791
O 4.5325 7.0996 13.8779
O 1.1224 1.0385 13.0722
O 11.3787 -7.5506 12.154
O 6.6836 -1.6608 17.2763
O 9.3782 1.2341 12.9007
O 2.1345 5.9296 13.6252
O 10.4521 -0.6972 14.2392
O 1.1798 7.9296 20.9687
O -2.9835 -5.8565 16.4961
O -5.2435 3.8121 17.0892
O 6.3539 2.4601 19.9553
O 12.8545 3.6248 15.8702
O 5.8909 -4.3081 17.1929
O 13.4206 2.2643 10.9955
O 2.5047 3.7802 21.4722
O 5.5293 3.2905 11.2098
O 8.2447 5.7482 23.3539
O -0.5802 4.4211 15.3704
O -1.3266 -7.8599 10.0187
O 4.7045 4.6115 20.2169
O 13.5614 9.837 11.4415
O 3.7526 4.3336 9.6868
O 3.2419 17.2861 21.6247
O 15.0001 5.1786 12.135
O 0.3325 4.3587 17.7955
O 10.8577 -3.6637 13.977
O 7.0469 4.4231 21.509
O 4.318 1.9536 18.5206
O 6.3259 1.1005 17.0416
O -0.2164 6.3939 19.3186
O 11.0713 3.962 20.3951
O 9.9927 -1.6867 16.6929
O 5.7238 -4.8061 10.4101
O 9.6119 7.2667 21.5367
O -1.7999 -3.4492 11.9753
O -2.8152 -0.1777 15.5915
O -4.1335 1.814 12.9551
O 4.5396 8.4768 18.5931
O 4.1699 -6.3061 14.7747
O 12.5726 1.8481 19.7825
O 0.6721 2.0148 22.2587
O 3.6813 8.8937 21.0602

Results
free energy: -137509.023 eV
free energy less fixed offsets of O -568.88, Si -635.61 eV per atom: -0.323 eV

Forces (eV/angstrom), in the order of the atoms: element, x, y, z
Si 0.0256 0.0005 0.0746
Si -0.0082 0 -0.032
Si 0.0064 -0.0291 0.0866
Si -0.0076 0.0156 -0.0043
Si -0.0125 0.0076 -0.0252
Si 0.016 -0.0027 0.0583
Si 0.0155 -0.008 0.0054
Si -0.0181 -0.0335 0.0607
Si 0.0114 0.0089 -0.0305
Si -0.0198 0.0235 0.0263
Si 0.0015 -0.0092 -0.0255
Si -0.0185 0.0157 0.0331
Si -0.0169 0.0243 0.0259
Si 0.0085 0.0056 -0.0179
Si -0.0166 0.0186 0.0237
Si 0.0031 0.0024 -0.0165
Si -0.0066 -0.0035 -0.0001
Si 0.0151 -0.0084 0.0088
Si 0.0129 -0.0076 0.0175
Si -0.0027 0.0018 -0.0035
Si 0.0078 -0.0115 0.0126
Si 0.004 0.0025 -0.0027
Si 0.0025 0.0005 0.0008
Si 0.0091 -0.0154 0.016
Si -0.1226 -0.1874 -0.158
Si 0.0772 0.3563 0.2889
Si -0.1569 0.0509 0.2167
Si 0.1531 0.0651 -0.1197
Si 0.1098 0.3022 0.2426
Si 0.0847 0.0091 -0.1017
Si 0.1599 0.0826 -0.2261
Si -0.2973 -0.0334 0.1163
Si -0.0182 0.058 -0.0455
Si 0.0161 -0.0709 0.017
Si -0.0276 0.0117 -0.0297
Si 0.1562 0.0331 0.019
Si 0.0209 -0.0729 0.0289
Si 0.0114 0.0689 -0.0394
Si 0.1265 0.0127 0.0115
Si -0.0171 0.0178 -0.0358
Si 0.0091 0.0004 -0.0165
Si -0.0242 0.0437 -0.0334
Si 0.0353 -0.0403 -0.0226
Si -0.1141 0.0316 -0.0056
Si -0.0209 0.047 -0.026
Si -0.0033 -0.0469 -0.0057
Si -0.0637 0.037 -0.0013
Si 0.0203 -0.0222 -0.0171
Si 0.0404 0.0035 0.0417
Si -0.0394 0.0238 0.0227
Si 0.0119 -0.0225 0.0004
Si -0.0117 0.0085 0.0082
Si -0.0094 -0.0116 0.0157
Si 0.1372 -0.0396 0.0407
Si -0.036 -0.0025 0.0142
Si 0.0381 -0.0128 0.0114
Si 0.0004 0.0287 -0.0327
Si 0.0269 0.0758 0.0493
Si 0.0301 0.0047 0.0653
Si -0.166 -0.1273 -0.0222
Si -0.0006 0.0287 0.0642
Si -0.0876 0.0139 -0.0726
Si -0.1078 -0.1099 -0.0402
Si -0.0186 -0.0294 0.0544
Si -0.0309 -0.2347 0.2535
Si -0.2326 0.0822 -0.1073
Si 0.1995 -0.0221 -0.1729
Si -0.0947 -0.1123 -0.0494
Si 0.0703 0.3393 0.0695
Si 0.144 -0.1922 0.2713
Si -0.2891 -0.0919 -0.1488
Si 0.2722 -0.3315 -0.4732
Si 0.0145 0.0242 -0.0053
Si -0.0269 0.0226 -0.0054
Si -0.0191 -0.0153 -0.0039
Si -0.0048 -0.0117 0.001
Si -0.0096 0.0103 -0.0159
Si -0.0028 -0.0007 -0.0179
Si -0.0112 0.0065 0.0139
Si 0.0057 -0.0242 -0.0081
Si -0.0185 -0.0299 0.0203
Si 0.0227 -0.0262 0.0273
Si -0.0057 0.0005 0.0075
Si 0.0027 0.0055 0.0154
Si 0.117 0.0589 0.053
Si 0.0046 -0.0155 0.0172
Si -0.014 -0.0117 0.0202
Si 0.0005 0.0128 0.0705
Si -0.0192 0.0238 -0.0516
Si 0.0374 -0.0069 -0.012
Si -0.0083 -0.0056 -0.0079
Si 0.0244 -0.0312 -0.0429
Si -0.1173 -0.066 -0.1653
Si -0.0127 0.0182 -0.0885
Si 0.0522 -0.0092 -0.1125
Si -0.0693 -0.0692 -0.1252
O -0.005 0.0139 0.0288
O -0.0358 0.0343 0.0003
O -0.0031 0.0049 0.0089
O 0.0067 0.0141 0.0893
O 0.0008 0.0126 -0.0027
O -0.0067 0.0012 -0.0061
O -0.0082 0.0093 -0.018
O -0.0125 0.009 -0.0303
O 0.0024 0 -0.0053
O 0.0091 -0.0054 -0.0013
O -0.0024 0.0007 0.0882
O 0.0227 -0.0267 0.0201
O 0.006 -0.0204 0.0214
O 0.0112 0.0333 0.0518
O 0.0265 0.0436 0.0709
O 0.0049 -0.0034 0.0138
O -0.0134 0.0125 -0.0071
O 0.0041 0.0047 -0.0196
O -0.0019 0.0104 0.0036
O 0.0079 -0.0117 -0.0261
O 0.0179 0.0032 -0.0223
O 0.0293 -0.0328 -0.0449
O -0.0117 0.0003 -0.0541
O 0.0181 -0.0003 -0.066
Si 0.0017 -0.0094 -0.0023
Si -0.0019 0.0204 -0.005
Si 0.0095 0.0034 -0.0087
Si -0.0018 0.0067 0.0039
Si -0.0033 0.0024 0.0056
Si -0.0017 -0.0073 -0.0013
Si 0.009 0.0165 -0.0084
Si -0.0017 0.0017 0.0027
Si -0.0016 0.0052 0.0076
Si -0.011 0.0016 0.009
Si -0.0001 -0.0068 -0.0002
Si -0.0124 0.0328 0.0032
Si 0.0201 -0.006 0.018
Si 0.009 -0.0079 0.0025
Si 0.0011 0.0039 0.0012
Si -0.0017 -0.0091 -0.0045
Si 0.0297 -0.0214 0.02
Si -0.0008 -0.0117 0.0055
Si 0.0056 0.0011 -0.006
Si 0.0052 0.0144 0.0005
Si 0.0057 -0.002 0.0005
Si 0.004 0.0023 -0.0003
Si 0.0029 0.0018 -0.0051
Si 0.0085 0.0059 -0.0007
Si 0.0002 0.0046 0.0035
Si -0.0055 -0.0086 0.0013
Si 0.0085 0.0024 -0.0069
Si 0.0036 0 -0.0017
Si -0.0032 -0.0009 0.009
Si 0.0017 -0.0001 0.0011
Si -0.0009 -0.0157 -0.0191
Si -0.0039 0.0027 -0.0089
Si -0.0012 -0.0012 -0.001
Si -0.0022 0.0053 0.0042
Si 0.0024 0.0036 -0.0117
Si -0.0044 0.0154 0.002
Si -0.004 0.0061 -0.0096
Si 0.0009 0.0012 0.0009
O 0.0002 0.0036 -0.007
O 0.0016 -0.0053 0.0016
O 0.004 0.0014 0.0039
O -0.0081 -0.0004 0.0045
O -0.0084 -0.0134 0.0039
O 0.0035 0.0028 -0.0089
O 0.0117 -0.0257 0.0469
O -0.0014 0.0032 0.0007
O 0.0002 -0.0094 0.0093
O 0.0024 0.0017 0.008
O 0.0009 -0.0043 0.0043
O -0.0051 -0.0083 -0.0064
O -0.0099 0.0084 0.0042
O -0.0014 0.0011 0.0018
O -0.0142 0.0307 0.0136
O -0.0133 0.0095 -0.0132
O -0.0192 -0.0065 0.0122
O 0.0106 0.003 -0.0175
O -0.0005 -0.0025 -0.0017
O -0.0014 0.0039 0.0067
O 0.0048 0.0028 0.0102
O 0.0028 -0.0012 -0.0012
O 0.0018 -0.0046 -0.0034
O -0.0306 0.0105 -0.0021
O -0.0009 -0.0069 0.0016
O 0.0001 0.0047 0.0014
O -0.0058 0.0036 -0.0019
O -0.004 -0.0029 -0.0011
O 0.0037 -0.0052 -0.0039
O -0.0008 0.0032 0.0016
O 0 -0.0012 -0.0064
O 0.0085 0.001 -0.0023
O -0.0055 0.0002 0.0028
O -0.0125 -0.0035 0.0029
O -0.0032 -0.0005 0.0001
O -0.0021 -0.0014 0.002
O 0.0003 -0.0016 0.0085
O -0.003 0.0018 0
O -0.0012 -0.0018 0.0022
O -0.0111 -0.0059 0.0138
O -0.0025 0.0009 0.0073
O 0.002 -0.0111 -0.0064
O -0.0046 -0.0121 0.01
O 0.0022 0 0.0006
O 0.0063 0.0062 -0.0034
O 0.0049 -0.0017 0.0071
O 0.0134 0.0035 -0.0073
O 0.0122 -0.0014 -0.0008
O 0.0006 -0.011 0.008
O 0.0028 0.0056 0.0137
O 0.0005 0.0003 -0.003
O 0.0054 -0.0043 -0.0009
O -0.0099 -0.006 -0.0147
O 0.0013 0.0008 -0.0045
O -0.0025 0.0021 0.0044
O 0.0041 -0.0089 0.0018
O -0.0029 0.0033 0.0078
O 0 0.0008 0.0039
O -0.009 -0.0227 -0.0018
O 0.0123 0.0086 -0.0084
O -0.001 -0.0009 0.0129
O 0.0024 0.0014 -0.0044
O 0.0043 0.0017 0.0014
O 0.0022 0.0001 0.0009
O 0.0004 0.0041 -0.0029
O -0.0001 -0.0046 0.0046
O -0.0004 0.0065 0.0029
O 0.0052 0.0032 0.0006

The program warned: the cutoff lies below the one the program advises for these potential files; the forces do not sum to zero within the program's tolerance; the exchange-correlation potential is rough where the density is thin.
